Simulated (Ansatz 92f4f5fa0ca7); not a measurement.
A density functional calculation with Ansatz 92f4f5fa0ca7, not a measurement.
Periodic cell of 215 atoms, Si131O82As2, from a study of silicon, its oxide and their interface. The atomic structure is a simulated model.
This geometry differs little from another in the collection (a relaxation step or a small displacement).

Settings
functional: PBE
potential files: Ansatz PAW
basis: plane waves
wave-function cutoff: 700 eV
density cutoff ratio: 5
exchange-correlation grid ratio: 1
k mesh: 2 x 2 x 1, shifted by 0.5 0.5 0.5 of a step
self-consistency stop: 5e-08 eV per atom in the density residual
occupations: fixed
spin: none
net charge: 0

Cell vectors (angstrom)
a 10.938 0 0
b 0 10.938 0
c 0 0 31.5432

Atoms and the computed forces on them: element, x, y, z (angstrom), force x, y, z (eV/angstrom)
Si 10.4106 0.6025 24.3307 -0.0391 0.0397 -0.0649
Si 6.0181 10.5292 24.1328 0.0337 -0.026 -0.0576
Si 2.1009 3.2758 24.0792 -0.0554 0.0237 -0.0554
Si 8.6785 2.2875 24.3013 0.0104 -0.0303 -0.0585
Si 0.4759 5.0864 24.1533 0.0289 -0.0292 -0.0603
Si 5.0289 5.9223 24.1802 -0.0335 0.0156 -0.0554
Si 3.3724 7.6794 24.1383 0.0351 -0.041 -0.0615
Si 7.8042 8.8559 23.9874 -0.0076 0.0522 -0.0545
Si 1.3238 1.4982 25.4482 0.0018 0.0235 0.01
Si 6.8968 1.3235 25.4849 0.0123 -0.0273 -0.0153
Si 4.0093 4.1236 25.3126 -0.0309 -0.0025 0.0048
Si 9.6494 4.1212 25.4135 0.0241 -0.024 -0.002
Si 1.4802 6.8404 25.3552 0.0199 -0.0064 0.0031
Si 6.8764 6.9674 25.2328 -0.0041 0.0259 0.0112
Si 4.2096 9.5537 25.3289 0.0114 -0.0125 0.018
Si 9.5119 9.6619 25.4245 -0.0224 0.0078 0.0004
Si 2.7648 0.0204 26.6377 0.0086 -0.0084 0.0393
Si 8.2047 -0.0035 26.9256 -0.0063 -0.0075 -0.0423
Si -0.0001 2.7914 26.9052 0.0035 0.0101 -0.0408
Si 5.434 2.7545 26.6592 -0.0261 0.0103 0.0664
Si 2.7431 5.4635 26.8211 -0.0057 -0.0094 -0.0312
Si 8.2084 5.5415 26.6258 -0.0145 0.0175 0.0699
Si 0.0261 8.2282 26.6449 0.0019 -0.0127 0.0603
Si 5.5315 8.219 26.7804 0.0149 0.0059 -0.0331
Si 4.1074 1.3718 28.0672 0.0006 0.0038 0.017
Si 9.576 1.391 28.219 0.0035 0.0107 -0.0115
Si 1.3834 4.1388 28.2172 0.0019 0.0069 -0.0085
Si 6.8302 4.1424 28.0245 0.0034 0.0009 0.0149
Si 4.1377 6.8438 28.1304 0.0067 0.0046 -0.0046
Si 9.5924 6.8566 28.0513 -0.001 0.0015 0.0131
Si 1.3896 9.5916 28.0449 -0.0004 -0.0013 0.0247
Si 6.8316 9.5573 28.2161 -0.0029 -0.0086 -0.0073
Si 0.0257 -0.0135 29.4942 0.0304 -0.0341 -0.0221
Si 5.448 0.0178 29.4997 -0.0262 0.0288 -0.0176
Si 2.7538 2.7179 29.4973 0.0217 -0.0272 -0.0248
Si 8.1688 2.7754 29.4864 -0.0307 0.0323 -0.0241
Si -0.0209 5.5004 29.5029 -0.0274 0.0238 -0.025
Si 5.4844 5.4636 29.4819 0.0251 -0.0264 -0.0157
Si 2.736 8.2127 29.4664 -0.0302 0.0275 -0.022
Si 8.2308 8.1799 29.4995 0.026 -0.0226 -0.0228
Si 1.3673 1.3673 30.8594 0.1441 -0.0512 0.0883
Si 6.8362 1.3673 30.8594 -0.1549 0.1242 -0.0652
Si 4.1018 4.1018 30.8594 0.1303 -0.068 -0.0085
Si 9.5708 4.1018 30.8594 -0.1605 0.1484 -0.0409
Si 1.3673 6.8362 30.8594 -0.0097 0.2129 -0.0919
Si 6.8362 6.8362 30.8594 0.1041 -0.1482 0.0392
Si 4.1018 9.5708 30.8594 -0.1419 0.0671 -0.0541
Si 9.5708 9.5708 30.8594 0.1427 -0.0733 0.0398
Si 2.7345 0 0.6835 0.048 -0.1682 0.0756
Si 8.2035 0 0.6835 -0.1603 0.0631 -0.1118
Si 0 2.7345 0.6835 -0.0838 0.1092 -0.0551
Si 5.469 2.7345 0.6835 0.1146 -0.1151 0.0785
Si 2.7345 5.469 0.6835 -0.1543 0.0211 -0.0699
Si 8.2035 5.469 0.6835 0.0791 -0.2019 0.1236
Si 0 8.2035 0.6835 0.1941 -0.0979 0.0815
Si 5.469 8.2035 0.6835 -0.0486 0.1053 -0.0607
Si 4.1136 1.3479 2.051 0.0219 -0.0194 0.0293
Si 9.5502 1.377 2.0309 -0.0191 0.0163 0.0134
Si 1.3362 4.1281 2.0598 -0.0283 0.0302 0.0322
Si 6.8616 4.0643 2.0618 0.0321 0.0091 0.0124
Si 4.0896 6.8418 2.0346 -0.0148 0.0154 0.0167
Si 9.5939 6.8087 2.0525 0.0275 -0.0293 0.0299
Si 1.3828 9.5504 2.0611 -0.0055 -0.0348 0.0152
Si 6.8368 9.5659 2.0579 -0.0254 0.027 0.0276
Si -0.0628 -0.0338 3.3471 0.0379 0.0204 -0.0131
Si 5.47 -0.0201 3.4672 0.0012 -0.0026 -0.013
Si 2.6936 2.707 3.3518 0.0142 0.0091 0.0071
Si 8.2242 2.698 3.4883 0.0379 0.0324 -0.0228
Si -0.0218 5.4651 3.5191 0.0006 -0.0045 -0.012
Si 5.4614 5.4586 3.3453 -0.0099 -0.0409 -0.0163
Si 2.7337 8.1627 3.4706 -0.0387 -0.0387 -0.0211
Si 8.2201 8.1722 3.3795 -0.0028 0.0039 0.0068
Si 1.2677 1.357 4.6718 -0.0186 -0.0165 0.0102
Si 6.9067 1.2693 4.8651 -0.002 -0.0008 -0.0344
Si 4.055 4.1007 4.6668 0.0124 0.0284 0.0117
Si 9.5627 4.0627 4.9283 0.0064 -0.0098 -0.0912
Si 1.357 6.8381 4.9173 0.0285 -0.0071 -0.0854
Si 6.8466 6.791 4.6972 0.0018 0.0032 0.0224
Si 4.1315 9.4994 4.8389 -0.0006 0.0136 -0.0262
Si 9.5711 9.5367 4.7529 0.0024 0.0108 0.0263
Si 2.5933 -0.0767 5.9938 -0.0002 0.0135 -0.0013
Si 8.2369 -0.1493 6.2659 0.0004 -0.0034 0.0028
Si 0.0243 2.6558 6.2448 0.0627 0.0118 -0.0133
Si 5.5317 2.7904 6 -0.0452 -0.0373 -0.0065
Si 2.7022 5.3516 6.1809 -0.0063 -0.0501 -0.018
Si 8.1308 5.4622 6.2021 -0.0528 -0.01 -0.0102
Si -0.0039 8.2834 6.2491 -0.002 0.0375 -0.0032
Si 5.5528 8.1218 6.16 0.0283 0.0021 0.005
As 3.5053 1.9203 6.8976 0.0193 -0.0404 0.029
Si 9.9926 0.8562 7.498 0.0222 -0.0249 0.0661
As 1.6843 3.6785 7.7475 0.0649 -0.0291 0.0261
Si 6.2236 4.5784 7.364 -0.0725 0.0339 0.088
Si 4.5741 6.3016 7.2693 0.0456 -0.0344 0.0654
Si 9.1472 7.2299 7.3827 -0.0314 0.0073 0.0982
Si 0.8643 10.1726 7.504 -0.0196 0.0539 0.0685
Si 7.3744 8.9038 7.5069 0.0208 -0.0406 0.0625
O 4.4879 6.6092 8.893 -0.0222 0.0159 0.0119
O 0.5665 4.3639 9.1269 -0.1024 0.0605 0.0918
O 9.6497 6.6751 8.859 -0.0126 0.0209 -0.0311
O 1.2379 10.1171 9.1274 0.0033 -0.0039 -0.0155
O 6.1072 4.2802 8.9927 0.0165 -0.0219 0.0164
O 3.6004 1.3173 8.5943 0.1105 -0.0212 0.1771
O 7.0822 9.0014 9.1482 0.0032 0.0142 -0.0333
O 9.5801 1.0892 9.0928 -0.0135 -0.0036 -0.0004
O 8.2077 2.5896 22.7488 0.0012 0.0053 -0.0026
O 10.9714 5.5934 22.6356 0.0049 0.0051 -0.0008
O 5.6046 0.1091 22.6182 0.0029 0.0015 0.0005
O 5.2636 5.4396 22.613 0.0138 0.0057 -0.0045
O 2.0968 2.8419 22.4722 0.0162 -0.0034 0.0048
O 3.3016 7.8998 22.4878 -0.0166 0.004 0.0027
O 8.3447 8.7881 22.4052 -0.0006 -0.0074 0.0028
O -0.201 11.2807 22.7389 0.0076 -0.0115 0.0102
Si 2.0644 3.1489 12.8934 0.003 0.0044 -0.0206
Si 8.6068 1.3181 10.3825 -0.0063 0.011 0.0137
Si 0.996 4.6128 15.3556 0.005 0.0007 -0.0014
Si 7.397 5.6099 12.2109 0 0.0059 0.0042
Si 2.3791 8.2352 21.1923 0.0022 -0.0003 -0.0056
Si 5.2857 7.7906 12.4794 -0.0013 -0.006 0.0038
Si 9.1489 0.5361 15.5208 -0.0005 0.0051 0.0019
Si 2.8359 0.0455 16.6304 -0.0045 0.0026 0.0027
Si 10.3752 1.3158 12.6459 0.005 0.0134 -0.0028
Si 7.7326 2.8811 21.2343 0.0036 0.0039 0.0012
Si 9.037 8.8862 14.4554 -0.0072 0.0004 0.0034
Si 1.158 5.0302 10.4852 0.0047 -0.0399 -0.0031
Si 4.4251 9.5617 19.1026 0.0003 -0.0043 -0.0036
Si 11.0371 6.1513 21.1062 -0.0007 -0.004 -0.0025
Si 6.5122 10.541 14.822 -0.0035 0.0043 -0.0016
Si 5.3519 0.7819 21.1651 0.0004 0.0013 -0.0055
Si 2.2741 9.8401 10.3662 0.0153 -0.0102 0.0068
Si 0.3936 10.6796 21.3718 0.0014 0.0004 -0.0047
Si 5.8209 5.2965 21.1035 0.0026 0.0006 0.0023
Si 3.5342 7.1218 10.0901 -0.0222 -0.0133 -0.0063
Si 8.9723 5.7592 14.7903 -0.0013 -0.0019 -0.0003
Si 3.6173 4.1369 19.0859 -0.0033 0.0013 0.0001
Si 9.9736 3.725 19.3128 0.0035 -0.0036 0.0004
Si 4.1503 8.7402 15.3465 0.0003 -0.0018 -0.0014
Si 0.3681 1.9999 17.1341 0.0004 -0.0013 0.0038
Si 6.7382 7.5981 19.2269 -0.0027 0.0014 -0.003
Si 5.1644 3.7136 16.6971 0.0048 -0.0067 -0.0022
Si 7.7207 5.0818 17.5033 -0.0037 -0.0028 0.0007
Si 6.6258 9.9243 10.4191 -0.0037 0.0094 0.0142
Si 4.2887 1.0498 10.023 -0.0344 0.0282 -0.124
Si -0.136 9.2543 11.9114 0.0046 0.0077 0.0045
Si 9.0602 8.6803 20.9288 0.0009 0.0003 -0.0114
Si 4.4523 1.765 14.5257 0.0009 0.0062 -0.01
Si 2.4079 2.13 21.0392 -0.0018 -0.0011 -0.0069
Si 6.2429 3.3587 10.3277 -0.0125 -0.0086 -0.0112
Si 3.3399 6.0058 16.7607 -0.0037 0.0056 0.0014
Si 9.6838 6.7852 10.4758 0.0064 0.0025 0.0233
O 0.0763 2.7099 18.5707 -0.0152 0.0178 -0.0069
O 2.8233 9.7109 15.5659 0.0236 0.0012 0.0106
O 10.8104 4.8677 20.129 -0.0112 0.0055 0.0032
O 7.4437 2.3464 9.9335 -0.0141 -0.0001 0.0168
O 10.7994 5.7934 11.1704 -0.0475 0.0246 -0.001
O 6.3984 6.6878 12.9324 0.0035 0.0067 -0.0321
O 10.0091 8.3622 10.8036 0.0109 -0.0177 0.0063
O 7.5741 9.5562 13.9837 0.0149 0.0031 0.037
O 8.2039 6.3729 11.0179 -0.0048 -0.0126 0.0207
O 5.3022 10.5625 20.0354 -0.0135 0.0109 0.0096
O 1.9565 3.9344 11.4473 -0.0069 0.0056 0.0112
O 7.9261 8.5969 19.7528 -0.0044 -0.0153 0.0155
O 6.1495 6.7755 20.5141 0.0063 -0.0141 -0.0171
O 5.4054 2.8173 15.3569 0.0044 -0.005 0.0012
O 1.273 0.9686 20.6849 0.0136 0.0046 0.0227
O 6.0027 9.0155 11.6351 -0.0101 -0.0216 -0.0116
O 4.498 5.0761 16.0888 -0.0119 -0.0022 0.0332
O 6.5086 3.9964 17.5813 -0.0017 0.0192 -0.0036
O 10.5663 10.8544 11.8382 0.0053 -0.0152 0.0147
O 5.4868 0.5913 13.9519 -0.0039 0.0073 0.0425
O 7.9957 5.1604 15.9185 0.0186 0.0066 0.0074
O 9.5951 9.8917 15.626 -0.0211 0.0211 -0.0238
O -0.45 5.2591 15.0427 -0.0136 0.0015 0.0033
O 1.5323 6.8893 20.7877 -0.0086 0.0139 0.0164
O 1.425 0.7272 17.1507 -0.0035 0.0137 -0.0066
O 6.559 1.8246 20.8119 -0.0024 0.0009 0.018
O 0.8746 2.0216 12.9216 -0.0101 0.0065 -0.0026
O 3.217 5.5742 18.358 0.0186 -0.0261 -0.0167
O 9.403 2.1019 11.5931 -0.0049 -0.0173 -0.0052
O 0.8875 3.183 16.1376 -0.0065 0 0.0093
O 8.4708 5.1709 13.3566 -0.0124 0.0195 -0.0037
O 10.228 8.7599 13.3461 0.0078 0.0128 -0.0124
O 1.4062 9.445 21.6807 -0.0018 0.0061 -0.0101
O 10.0404 9.981 20.5974 -0.008 -0.0199 0.0184
O 3.0879 0.2566 10.857 0.0162 -0.0215 -0.0356
O 4.891 2.4573 10.651 0.0406 -0.0347 -0.0561
O 1.7952 4.3236 13.9786 -0.0134 -0.013 0.0104
O 7.9012 10.8497 10.8966 -0.0084 0.0183 -0.0348
O 9.0447 4.5181 18.2409 -0.0073 -0.0069 0.005
O 5.5301 9.5801 15.7331 -0.008 0.0066 -0.0303
O 5.5076 0.0003 9.839 -0.0594 0.05 0.035
O 3.5008 2.4151 13.3317 -0.0049 -0.0073 0.024
O 1.8489 5.7417 16.1588 0.0157 -0.0102 -0.0024
O 9.5996 1.126 14.0616 -0.001 -0.013 0.0099
O 4.2562 6.9658 11.5301 0.0082 0.0231 -0.0133
O 4.7337 4.5034 20.2038 0.0093 0.0102 -0.0012
O 9.8529 1.4145 16.6716 0.0112 -0.0091 -0.021
O 6.5855 4.3157 11.6131 0.0077 0.0109 -0.0184
O 5.5323 8.4801 18.5593 0.0086 -0.0051 0.0261
O 9.0429 2.7802 20.2696 -0.0104 0.0215 -0.0004
O 3.5096 1.2156 15.7316 0.0037 -0.0147 -0.0156
O 4.1429 3.147 17.8693 -0.01 0.0332 0.0107
O 9.8767 7.2692 20.8888 0.0072 0.0045 0.0053
O 3.3081 8.714 9.8048 -0.0258 -0.0064 0.0182
O 3.8369 7.5146 16.3878 -0.0048 -0.0023 -0.0152
O 7.5114 0.5748 15.6996 0.0141 -0.0138 -0.0237
O 8.8247 7.373 14.9621 -0.0028 -0.0036 -0.0093
O 3.8954 1.4931 21.1696 -0.0018 0.0029 -0.0005
O 1.4796 9.1468 11.6351 -0.0107 0.0061 -0.0232
O 2.1828 6.2401 10.0902 0.0735 0.0579 0.0063
O 7.2952 6.5353 18.1168 -0.0042 -0.0108 0.0122
O 7.1948 4.4184 21.1143 -0.0188 -0.0125 -0.0017
O 4.4152 8.2908 13.7851 0.0142 -0.0052 -0.003
O 3.2817 8.7363 19.9365 0.0028 0.0059 0.0113
O 2.4567 3.2877 19.8712 0.0129 -0.0169 0.0188
O 3.6751 10.4462 17.9408 -0.0073 -0.0045 0.0007

Results
free energy: -139640.723 eV
free energy less fixed offsets of As -4857.07, O -569.03, Si -635.61 eV per atom: -1.213 eV

The program warned: the cutoff lies below the one the program advises for these potential files; the forces do not sum to zero within the program's tolerance; the exchange-correlation potential is rough where the density is thin.
